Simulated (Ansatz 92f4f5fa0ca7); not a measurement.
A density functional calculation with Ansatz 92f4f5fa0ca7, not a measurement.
Periodic cell of 189 atoms, Si117O72, from a study of silicon, its oxide and their interface. The atomic structure is a simulated model.
This geometry differs little from another in the collection (a relaxation step or a small displacement).

Settings
functional: PBE
potential files: Ansatz PAW
basis: plane waves
wave-function cutoff: 700 eV
density cutoff ratio: 5
exchange-correlation grid ratio: 2
k mesh: 2 x 2 x 1, shifted by 0.5 0.5 0.5 of a step
self-consistency stop: 5e-08 eV per atom in the density residual
occupations: Fermi-Dirac, 0.05 eV
spin: none
net charge: 0

Cell vectors (angstrom)
a	11.5983	0	0
b	0	11.5983	0
c	-3.6784	-0.287	25.2727

Atoms: element, x, y, z (angstrom)
Si	-0.7472	-1.3046	0.082
Si	-0.894	4.1053	0.3081
Si	-0.8423	7.1916	0.5425
Si	3.1359	-1.1868	0.1098
Si	3.096	4.2086	-0.0694
Si	3.0271	7.3259	0.5375
Si	6.9394	-0.4487	-0.1322
Si	7.1476	3.7558	0.133
Si	6.8284	6.8688	0.321
Si	1.1711	-0.6478	1.3866
Si	1.1948	3.5454	1.3298
Si	1.1008	7.237	1.8228
Si	5.0868	-0.7439	1.4382
Si	5.0206	3.3861	1.242
Si	4.9941	7.1812	1.7561
Si	8.9001	-0.4027	1.3038
Si	8.8946	3.5929	1.7202
Si	8.748	7.3149	1.6783
Si	1.1729	1.4537	2.6333
Si	1.153	5.2488	2.9926
Si	1.1528	9.2272	2.9896
Si	5.0008	1.3671	2.6566
Si	5.0093	5.184	2.9363
Si	5.0776	9.1348	3.0052
Si	8.9567	1.478	2.7918
Si	8.8146	5.439	3.1006
Si	8.7976	9.3182	2.8565
Si	-0.7123	1.4376	4.1451
Si	-0.7899	5.3567	4.3533
Si	-0.8462	9.2205	4.2334
Si	3.0812	1.4108	4.1006
Si	3.0971	5.2668	4.3261
Si	3.1062	9.173	4.3057
Si	6.9502	1.4247	4.1266
Si	6.8792	5.3171	4.393
Si	6.9781	9.2062	4.3422
Si	-0.7784	-0.4748	5.5986
Si	-0.7795	3.3466	5.5741
Si	-0.7959	7.3275	5.6545
Si	3.0792	-0.4731	5.6034
Si	3.0828	3.2924	5.5934
Si	3.0902	7.2436	5.6559
Si	6.9522	-0.4563	5.6439
Si	6.9509	3.311	5.6018
Si	6.9383	7.2878	5.7009
Si	1.1415	-0.5156	6.9845
Si	1.1343	3.3435	6.947
Si	1.1468	7.3023	7.0033
Si	5.0014	-0.5124	6.993
Si	5.0188	3.3177	6.9618
Si	5.0037	7.2731	7.0461
Si	8.9032	-0.5217	7.0061
Si	8.9016	3.3479	6.9525
Si	8.8848	7.3146	7.0474
Si	1.0955	1.4196	8.3066
Si	1.1105	5.321	8.2642
Si	1.1757	9.1883	8.4627
Si	5.0402	1.4043	8.3294
Si	5.0522	5.2807	8.3045
Si	4.9424	9.187	8.4542
Si	8.9076	1.4184	8.3035
Si	8.9226	5.3227	8.2892
Si	8.8893	9.192	8.5316
Si	10.7877	1.4689	9.7078
Si	10.8233	5.4113	9.6817
Si	10.915	9.1569	9.9629
Si	3.058	1.3562	9.5898
Si	3.0565	5.328	9.5748
Si	3.0553	9.1486	9.9483
Si	6.9979	1.3995	9.6563
Si	7.0171	5.2577	9.6585
Si	6.8359	9.1957	9.8757
Si	10.8388	-0.3651	11.2225
Si	10.8133	3.4832	10.9347
Si	10.8944	7.1148	11.3991
Si	3.059	-0.3566	11.1955
Si	3.0981	3.3422	10.7413
Si	3.0117	7.0236	11.1949
Si	6.8919	-0.3709	11.2004
Si	7.0468	3.3027	10.9644
Si	6.8881	7.1179	11.0997
Si	1.1841	0.1656	12.5787
Si	1.211	3.2647	12.0777
Si	1.2635	6.331	12.7423
Si	4.9489	0.3293	12.452
Si	5.0012	3.3814	12.0608
Si	4.9493	6.4564	12.3932
Si	8.8584	-0.7513	12.5272
Si	8.9824	3.2586	12.3928
Si	8.7697	7.582	12.4678
Si	1.1051	-0.4891	23.2384
Si	11.1051	6.5572	20.771
Si	0.4681	11.1357	15.4547
Si	7.5978	8.1842	15.1014
Si	4.853	7.6222	15.3556
Si	8.1964	3.6851	15.2698
Si	2.1622	6.2266	15.7506
Si	5.5651	11.9102	17.6327
Si	5.998	3.3606	17.1622
Si	2.8286	3.8435	17.1826
Si	10.2485	3.9318	22.2619
Si	1.0409	11.1817	20.1797
Si	6.8374	-0.0258	22.6488
Si	1.5359	6.1512	18.5767
Si	9.5202	2.9425	19.6357
Si	9.9353	9.5323	16.858
Si	8.9621	7.8749	19.0946
Si	5.4284	2.3463	23.3545
Si	7.2595	-1.1656	19.869
Si	2.3918	0.7774	17.6972
Si	7.61	2.7318	21.7652
Si	2.0119	8.2111	20.6437
Si	8.3474	5.0634	17.8629
Si	9.8245	11.7095	18.873
Si	9.6077	1.1528	14.5315
Si	5.5561	10.3087	15.0461
Si	2.8964	8.6962	23.2953
O	1.8784	12.2104	19.2371
O	2.445	7.2444	19.3976
O	-0.874	5.709	-0.3053
O	6.6278	2.6949	24.4251
O	7.8776	1.2015	22.3146
O	0.6451	7.5907	21.3255
O	7.9911	2.7151	20.1785
O	2.255	4.5795	15.8308
O	3.0468	3.6541	-1.6591
O	4.5174	9.199	15.6692
O	6.4761	7.6438	-1.089
O	9.5403	11.0277	17.418
O	5.4225	0.725	23.0601
O	6.4012	7.3382	15.891
O	1.4897	9.5165	23.2016
O	10.7636	5.4394	21.9017
O	6.8161	9.4622	14.4147
O	8.981	-2.3907	12.6097
O	7.0327	5.3484	-0.2866
O	1.2628	1.8239	12.9583
O	1.552	6.801	14.349
O	1.0071	0.1215	21.7252
O	1.2306	-0.6912	14.0273
O	4.9503	4.8367	12.9315
O	4.9076	1.9516	12.9623
O	3.6983	6.7347	16.056
O	1.2633	4.6706	12.9811
O	4.4467	3.7932	17.1605
O	8.496	4.1593	13.7338
O	9.6081	1.8568	13.0396
O	2.3445	4.731	18.4745
O	8.3021	6.6346	18.2663
O	8.7842	4.8214	16.2981
O	6.8674	4.3952	18.0882
O	6.006	3.0831	21.9734
O	8.3277	7.186	14.0326
O	7.6618	3.079	-1.3271
O	6.1192	1.8418	17.7698
O	9.7029	7.3383	20.4416
O	11.2564	9.7678	15.9218
O	1.254	6.6986	17.0469
O	-0.3475	-0.49	24.0157
O	6.6073	3.4603	15.6388
O	-0.5123	-0.5791	-1.3731
O	-0.7856	8.6452	-0.3285
O	6.1161	10.9563	18.832
O	9.9972	1.7186	18.6736
O	6.0814	11.305	16.2173
O	3.9135	9.6984	24.0998
O	6.6509	-1.0435	21.3773
O	11.132	11.073	19.5868
O	7.7519	-2.6866	19.4912
O	4.8128	-0.4654	13.8831
O	8.6122	3.8335	22.479
O	8.879	2.2144	15.526
O	2.3095	0.2458	24.1151
O	1.5049	11.4852	16.6664
O	2.2404	2.3391	17.2736
O	3.9409	11.8974	17.6514
O	8.8541	-0.2541	14.1406
O	1.7401	9.7158	20.0833
O	8.5552	-0.1861	19.8288
O	3.0549	5.8762	-0.3184
O	2.9948	-2.8297	-0.3527
O	8.721	8.8088	16.0829
O	4.841	7.3839	13.7443
O	10.1403	8.5844	18.1846
O	9.4752	4.3293	18.7919
O	11.0417	0.7944	15.2091
O	3.2323	8.2629	21.7445
O	0.1391	5.9204	19.3893
O	10.5496	3.0221	20.913

Results
free energy: -115335.339 eV
free energy less fixed offsets of O -569.03, Si -635.61 eV per atom: 1.191 eV
pressure: -0.53 GPa
stress xx, yy, zz, yz, xz, xy (GPa, positive in tension): -0.05, 1.15, 0.48, -0.07, 0.06, -0.21

Forces (eV/angstrom), in the order of the atoms: element, x, y, z
Si	0.1141	-0.0844	-0.2599
Si	0.0597	0.2865	-0.222
Si	0.0529	-0.0582	-0.5515
Si	-0.1134	-0.2218	-0.2462
Si	-0.0986	0.1319	-0.3978
Si	-0.0842	0.0489	-0.4688
Si	-0.2673	-0.24	0.0644
Si	0.1471	0.2105	-0.2137
Si	-0.0442	0.0711	-0.3002
Si	0.0122	-0.1273	-0.216
Si	-0.0894	0.1064	-0.1078
Si	0.0338	0.0131	-0.261
Si	0.0239	0.0819	-0.2601
Si	0.0804	0.1291	0.023
Si	0.169	0.0004	-0.1598
Si	0.1455	-0.1296	-0.2184
Si	-0.0128	-0.084	-0.1684
Si	-0.2049	-0.2145	-0.2806
Si	-0.0216	-0.0499	-0.119
Si	0.0345	-0.0465	0.2657
Si	0.0111	0.0823	0.2775
Si	0.0342	0.0289	-0.1052
Si	0.0268	-0.2093	-0.017
Si	0.0153	0.0548	0.1845
Si	-0.0373	-0.0325	0.0024
Si	-0.15	0.0819	0.2074
Si	-0.1253	0.1922	0.0511
Si	-0.0131	0.0449	0.0524
Si	0.0448	-0.1393	-0.0714
Si	0.1096	0.1783	-0.0525
Si	0.0199	0.0035	-0.02
Si	-0.0837	-0.1408	-0.0385
Si	-0.0587	0.0053	0.0033
Si	-0.0144	-0.0259	-0.0689
Si	0.0433	-0.0046	-0.0642
Si	0.0148	0.0418	-0.0376
Si	-0.0368	-0.0745	-0.0112
Si	-0.0208	-0.0088	-0.0313
Si	-0.0132	0.0396	0.0345
Si	0.0366	0.0314	-0.0254
Si	-0.0021	0.057	-0.0335
Si	0.0432	-0.0342	0.0109
Si	-0.0341	-0.0925	-0.0485
Si	0.0027	0.0586	-0.003
Si	-0.0323	0.0357	0.0768
Si	-0.0353	-0.0296	0.0258
Si	-0.033	-0.0217	-0.0337
Si	0.0372	0.0305	0.0103
Si	-0.0003	0.082	-0.0169
Si	-0.0167	-0.049	-0.027
Si	0.0415	0.0545	0.0536
Si	0.0281	0.0763	0.0503
Si	0.0342	-0.078	-0.0106
Si	-0.0339	-0.0707	0.0477
Si	0.0623	0.0641	0.034
Si	0.1148	0.0858	-0.0404
Si	-0.0891	-0.0885	0.1188
Si	-0.0677	-0.0997	0.0055
Si	-0.0261	0.051	0.0298
Si	0.0736	-0.0432	0.0831
Si	0.0215	0.0191	0.0491
Si	-0.0836	0.0364	-0.0179
Si	0.0145	-0.0323	0.2628
Si	-0.1669	-0.1889	-0.0017
Si	0.0624	0.1413	0.09
Si	-0.1078	0.1024	0.0357
Si	0.0147	-0.1051	-0.3289
Si	-0.053	0.0371	-0.3496
Si	0.0427	0.0628	0.1031
Si	0.0017	-0.1945	-0.1974
Si	0.0772	0.1281	-0.1565
Si	0.0883	-0.0016	-0.1457
Si	0.0159	0.0045	0.2908
Si	-0.1091	-0.1651	-0.0024
Si	-0.0681	-0.0687	0.0845
Si	-0.0857	0.0203	0.1429
Si	-0.0578	-0.001	0.1735
Si	-0.0207	-0.0131	0.0556
Si	0.06	-0.006	0.3467
Si	0.2039	0.1133	0.2831
Si	-0.1135	0.0263	0.1608
Si	-0.0016	0.1835	0.1659
Si	0.1662	-0.1509	0.4744
Si	0.168	-0.1219	0.569
Si	-0.0226	0.1608	0.3532
Si	-0.0378	0.0001	0.658
Si	0.237	-0.1916	0.3759
Si	0.0735	-0.1639	-0.1985
Si	-0.2716	0.2628	0.1707
Si	-0.0382	-0.0056	0.1878
Si	-0.0178	0.0089	-0.1666
Si	-0.032	0.0346	-0.21
Si	-0.0249	-0.0889	0.5257
Si	0.0274	-0.0943	0.3818
Si	0.0526	0.0132	0.3105
Si	-0.2233	0.151	0.4245
Si	-0.0726	-0.2411	0.3913
Si	-0.1287	0.1357	0.2196
Si	-0.1744	-0.0922	0.2362
Si	0.0582	-0.0657	0.0978
Si	-0.1397	0.1595	-0.5009
Si	0.0401	-0.0905	-0.3524
Si	0.12	0.0858	-0.4079
Si	0.1	0.017	-0.0045
Si	-0.0606	-0.0296	-0.2031
Si	0.0798	0.0307	0.268
Si	-0.029	-0.0157	0.0256
Si	0.1299	0.1457	-0.2748
Si	0.0749	-0.0321	-0.1851
Si	0.1689	0.1729	0.1332
Si	0.0254	0.0244	-0.3033
Si	-0.0907	-0.0336	-0.2632
Si	-0.0421	0.0938	0.2201
Si	0.0203	0.0269	0.0685
Si	-0.0603	-0.0765	0.3532
Si	0.0455	-0.0403	0.3954
Si	0.0302	-0.3852	-0.3791
O	-0.0505	-0.0093	0.077
O	-0.0811	0.0501	0.1017
O	0.0399	-0.3157	0.5553
O	0.1901	0.1835	0.1454
O	-0.017	-0.0585	0.0964
O	0.0398	0.0309	0.0594
O	-0.03	-0.0093	0.229
O	-0.0068	0.1157	-0.1102
O	0.1749	0.014	0.5906
O	0.0429	0.0374	-0.1998
O	0.0647	0.0938	0.136
O	-0.0198	-0.0484	-0.1808
O	-0.1302	-0.0219	0.1542
O	0.0028	0.0729	-0.2342
O	-0.0864	-0.0207	-0.0537
O	-0.0181	-0.0677	0.1426
O	-0.0786	0.0278	-0.1159
O	-0.0064	0.0708	-0.1524
O	-0.1219	-0.0555	0.3539
O	-0.141	-0.1797	-0.3883
O	-0.1676	0.0561	-0.6843
O	0.0289	-0.0547	0.4305
O	0.0768	0.1819	-0.4938
O	0.0776	0.2589	-0.6105
O	0.1716	-0.196	-0.6125
O	0.0576	0.0714	-0.194
O	-0.1258	0.3136	-0.2062
O	0.0376	0.0488	-0.071
O	0.199	-0.2099	-0.4484
O	0.0534	0.2055	-0.0149
O	-0.0389	0.0221	-0.0457
O	0.024	-0.0961	-0.0515
O	-0.0176	-0.0941	-0.2177
O	0.031	-0.0207	-0.1072
O	-0.0732	-0.169	0.3687
O	0.084	-0.0131	-0.3375
O	-0.2637	0.003	0.3104
O	0.0523	0.002	-0.0859
O	0.1315	-0.086	0.0959
O	0.0664	0.0898	-0.2062
O	0.0786	-0.0476	-0.1771
O	-0.01	-0.163	0.3185
O	0.1488	0.0712	-0.2442
O	-0.0715	-0.0892	0.1915
O	-0.1011	0.2892	0.4458
O	0.0456	0.0093	-0.0044
O	-0.0524	0.0098	0.0488
O	0.0433	-0.1192	-0.3333
O	0.0197	0.3063	0.2655
O	-0.0507	0.0904	0.2791
O	0.0496	-0.0106	0.0831
O	-0.0226	0.0532	0.0236
O	0.0363	0.0431	-0.1683
O	-0.021	-0.0768	0.0978
O	0.1323	-0.195	-0.1065
O	0.343	-0.0481	0.1611
O	-0.196	-0.0909	-0.3288
O	-0.0437	-0.0241	-0.0419
O	-0.0284	-0.0125	-0.0652
O	0.0306	0.0471	-0.3158
O	-0.0268	-0.0188	0.1002
O	-0.0243	-0.0225	0.0302
O	0.0604	-0.3118	0.1845
O	0.1152	0.2374	0.53
O	-0.1577	-0.0464	-0.1879
O	-0.0262	-0.1365	-0.1558
O	-0.0111	0.0562	-0.1005
O	0.0214	-0.0384	-0.0355
O	-0.1418	0.1216	-0.1503
O	-0.0251	0.128	0.3491
O	-0.0543	0.0273	0.0915
O	0.0742	0.0734	0.2502

The program warned: the cutoff lies below the one the program advises for these potential files.
